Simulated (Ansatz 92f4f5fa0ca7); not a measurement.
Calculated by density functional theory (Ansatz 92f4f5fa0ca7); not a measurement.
Periodic cell of 218 atoms, Si134O84, from a study of silicon, its oxide and their interface. The atomic structure is a simulated model.
Doubt: the cutoff is far below the 930 eV that the study's wrapper takes by default for these files, so forces and energies are approximate.
This geometry differs little from another in the collection (a relaxation step or a small displacement).

Settings
functional: PBE
potential files: Ansatz PAW
basis: plane waves
wave-function cutoff: 580 eV
density cutoff ratio: 5
exchange-correlation grid ratio: 1
k mesh: 1 x 1 x 1, Gamma-centred
self-consistency stop: 5e-08 eV per atom in the density residual
occupations: fixed
spin: none
net charge: 0

Cell vectors (angstrom)
a 10.938 0 0
b 0 10.938 0
c 0 0 31.8389

Atoms: element, x, y, z (angstrom)
Si 0.5691 -0.5997 24.6815
Si 5.9691 -0.4086 24.377
Si 2.0675 3.4446 24.2818
Si 7.7206 3.2853 24.3991
Si 0.3506 5.1378 24.4698
Si 6.0182 5.0226 24.3101
Si 2.3616 8.7404 24.6038
Si 7.8214 8.8673 24.3827
Si 1.39 1.4678 25.5521
Si 6.8272 1.4254 25.6328
Si 4.0732 4.1545 25.4805
Si 9.5382 4.13 25.6883
Si 1.3714 6.8767 25.7112
Si 6.9087 6.8876 25.527
Si 4.2007 9.6354 25.7451
Si 9.5536 9.6082 25.8393
Si 2.7649 0.1008 27.0187
Si 8.1889 0.0949 27.0783
Si -0.0404 2.6981 27.0262
Si 5.3783 2.7408 26.9807
Si 2.7913 5.4949 27.0117
Si 8.2159 5.5441 27.0317
Si -0.0313 8.1728 27.0974
Si 5.4945 8.1479 27.0333
Si 4.1018 1.3673 28.4206
Si 9.5708 1.3673 28.4206
Si 1.3673 4.1018 28.4206
Si 6.8362 4.1018 28.4206
Si 4.1018 6.8362 28.4206
Si 9.5708 6.8362 28.4206
Si 1.3673 9.5708 28.4206
Si 6.8362 9.5708 28.4206
Si 0 0 29.7879
Si 5.469 0 29.7879
Si 2.7345 2.7345 29.7879
Si 8.2035 2.7345 29.7879
Si 0 5.469 29.7879
Si 5.469 5.469 29.7879
Si 2.7345 8.2035 29.7879
Si 8.2035 8.2035 29.7879
Si 1.3673 1.3673 31.1551
Si 6.8362 1.3673 31.1551
Si 4.1018 4.1018 31.1551
Si 9.5708 4.1018 31.1551
Si 1.3673 6.8362 31.1551
Si 6.8362 6.8362 31.1551
Si 4.1018 9.5708 31.1551
Si 9.5708 9.5708 31.1551
Si 2.7345 0 0.6835
Si 8.2035 0 0.6835
Si 0 2.7345 0.6835
Si 5.469 2.7345 0.6835
Si 2.7345 5.469 0.6835
Si 8.2035 5.469 0.6835
Si 0 8.2035 0.6835
Si 5.469 8.2035 0.6835
Si 4.1018 1.3673 2.0507
Si 9.5708 1.3673 2.0507
Si 1.3673 4.1018 2.0507
Si 6.8362 4.1018 2.0507
Si 4.1018 6.8362 2.0507
Si 9.5708 6.8362 2.0507
Si 1.3673 9.5708 2.0507
Si 6.8362 9.5708 2.0507
Si 0 0 3.418
Si 5.469 0 3.418
Si 2.7345 2.7345 3.418
Si 8.2035 2.7345 3.418
Si 0 5.469 3.418
Si 5.469 5.469 3.418
Si 2.7345 8.2035 3.418
Si 8.2035 8.2035 3.418
Si 1.3627 1.337 4.7256
Si 6.8275 1.3454 4.9119
Si 4.1249 4.0625 4.7368
Si 9.5698 4.0513 4.8549
Si 1.3755 6.8367 4.8388
Si 6.8866 6.7855 4.6692
Si 4.1111 9.5636 4.8548
Si 9.5621 9.5713 4.7393
Si 2.6641 0.03 6.1758
Si 8.2259 -0.1305 6.2383
Si -0.0114 2.5836 6.1772
Si 5.395 2.7625 6.2689
Si 2.7404 5.3642 6.1267
Si 8.1495 5.4597 6.1371
Si -0.0423 8.2367 6.1561
Si 5.571 8.0866 6.0528
Si 3.423 1.9384 7.4082
Si 10.0822 0.7171 7.4804
Si 1.6579 3.6625 7.4097
Si 6.3722 4.5949 7.459
Si 4.6458 6.2624 7.2506
Si 9.1776 7.1845 7.3911
Si 0.8735 10.0251 7.4534
Si 7.3457 8.8866 7.418
O 6.4834 9.2581 8.8022
O 0.7607 4.2371 8.7392
O 1.2452 9.5892 9.0386
O 6.9613 4.3519 9.0227
O 9.9484 6.4043 8.6757
O 3.797 1.2662 8.8669
O 4.2066 6.9656 8.6853
O 9.7527 0.9317 9.12
O 5.2991 0.1409 22.9193
O 8.1992 2.9138 22.8296
O -0.3158 5.6995 23.0202
O 5.7104 5.5636 22.7329
O 8.7128 8.7389 22.905
O 2.2332 3.1818 22.6144
O 2.9726 8.4279 23.0578
O 0.0619 -0.641 23.1079
Si -2.2824 -1.2349 17.3803
Si 7.3354 3.6041 10.4117
Si 3.9228 0.8224 10.4093
Si 3.9851 -5.2252 12.4603
Si 5.5797 11.3095 21.3345
Si -1.3178 -0.9704 22.2966
Si -1.6147 6.8059 17.2272
Si 4.4669 14.1339 16.9636
Si -1.172 -4.0996 14.2756
Si -8.627 8.4408 21.577
Si 6.4508 -1.12 10.3208
Si -10.7688 0.577 17.6336
Si 14.0376 6.8792 9.8506
Si -5.8484 1.2413 14.8221
Si -6.6417 -3.78 19.3939
Si -0.2914 2.2279 19.9922
Si -5.2699 -2.8413 12.8195
Si 0.2291 -4.6729 21.5926
Si -0.0444 -7.9021 14.3167
Si 0.2908 5.6757 9.3903
Si 1.823 3.8646 21.1844
Si -1.1044 4.8778 12.0224
Si 13.1998 12.5952 15.5994
Si 0.5115 5.3375 16.0429
Si 0.4585 -1.7445 13.2602
Si 8.3812 -4.5626 19.9846
Si 19.6765 0.8914 10.3885
Si 3.4594 6.0096 16.6439
Si 4.4128 13.6648 20.0465
Si 17.6064 19.8793 19.5726
Si 4.9194 2.9755 12.296
Si 0.6471 10.4641 20.3154
Si 3.0842 7.849 14.1616
Si 5.9334 5.0885 21.1921
Si 7.2318 -1.0176 14.5919
Si 1.8993 -1.4509 10.5222
Si 8.2337 12.6874 21.6992
Si -1.3406 0.6462 13.3202
O 4.2713 -2.2189 13.4327
O 5.4301 8.1892 18.8023
O 5.4563 -8.6307 16.0113
O 8.8304 -4.1829 15.6423
O 5.9223 -0.1311 14.9415
O 3.0596 8.3361 10.5736
O -0.2146 3.8427 12.9164
O -3.4085 -1.0554 18.5514
O 6.8539 -2.4231 13.8501
O 0.2999 6.2928 14.7371
O -0.7762 9.7477 20.7522
O 2.8094 -4.4399 13.2718
O 1.4662 2.4177 14.39
O 2.0091 -1.0084 20.9975
O 0.5381 12.0172 20.7935
O 7.9447 10.4202 10.593
O 4.5858 4.8047 16.5993
O 3.5759 -5.2336 10.8842
O 0.8293 7.7669 21.6941
O 6.8116 12.3149 21.0591
O -7.5224 6.6346 18.1423
O 9.0865 2.2031 20.3903
O 5.9533 -1.0817 20.7047
O 0.786 -1.8342 11.6596
O -1.0205 6.2904 20.5321
O 5.0586 -4.9947 20.1338
O 3.616 7.2868 15.6172
O -3.4338 5.2212 20.7416
O -0.0557 2.0261 18.3892
O -1.2222 1.9104 14.3436
O 10.9554 -0.2184 13.5929
O 5.3263 10.9624 10.5611
O 12.5515 6.6202 9.2616
O 8.6471 4.2155 11.144
O 2.9352 2.6523 16.7123
O 9.5778 12.0854 11.7658
O -3.0363 -1.4453 15.981
O -2.1958 0.388 22.4235
O 7.6601 7.8286 20.2521
O 5.427 6.4755 12.7195
O -7.4413 0.8449 14.8994
O 5.502 1.956 13.4137
O 1.658 5.4855 21.2581
O 2.9116 14.3048 20.0942
O 2.6414 -0.0509 10.9014
O 9.1388 5.9355 13.0705
O 5.3824 -7.3723 21.0576
O -2.7071 -0.1546 13.6511
O 3.9155 2.1643 11.3194
O 7.6159 2.0352 10.1167
O 0.3279 3.5843 20.5862
O 2.0786 5.2273 16.3292
O 1.1767 0.71 16.3738
O 6.0966 8.605 11.3411
O -0.2215 3.9248 15.6801
O 4.3623 12.0949 20.5482
O -0.8698 -2.6221 13.6588
O 3.3313 7.8157 20.4997
O -6.0289 2.9002 18.5038
O -0.0616 5.5495 10.9788
O -11.1388 -4.9362 17.3459
O -1.3867 -2.5721 17.6576
O 4.0858 -6.752 13.0149
O 1.7436 8.7762 14.1925
O 9.6256 0.0546 17.2094
O 11.739 -0.5114 18.6865
O -2.6059 6.1326 18.3464
O 6.0969 3.7008 11.4573

Results
free energy: -132957.738 eV
free energy less fixed offsets of O -568.88, Si -635.61 eV per atom: -0.078 eV

Forces (eV/angstrom), in the order of the atoms: element, x, y, z
Si -0.4815 0.5246 -0.2029
Si -0.6276 0.3919 -0.3305
Si 0.4787 -0.5375 -0.5015
Si 0.4306 -0.4604 -0.3648
Si -0.5224 0.5285 -0.2264
Si -0.4319 0.6182 -0.4145
Si 0.6362 -0.5054 -0.3047
Si 0.6258 -0.4673 -0.4348
Si -0.0678 -0.0312 0.2035
Si 0.0684 0.0144 0.0552
Si 0.0502 -0.0111 0.2189
Si 0.0583 -0.0634 0.1887
Si 0.0806 -0.008 0.0939
Si -0.0623 0.091 0.1733
Si 0.0454 0.0123 0.0604
Si 0.0788 0.0631 0.2129
Si -0.0421 -0.0392 0.0729
Si -0.0689 -0.0211 0.1662
Si 0.1086 0.1065 -0.0006
Si 0.0106 0.0492 0.065
Si -0.1354 -0.0731 0.0933
Si -0.0567 -0.0359 0.032
Si -0.0744 -0.1148 0.1377
Si 0.0432 0.0444 -0.0096
Si 0.0246 0.3188 0.336
Si 0.0533 0.1862 0.5131
Si 0.0634 -0.0393 -0.5275
Si -0.2564 0.1587 -0.6617
Si 0.2016 -0.063 0.1297
Si -0.0487 -0.1432 0.6457
Si 0.1351 0.3087 -0.4062
Si 0.014 0.0208 -0.234
Si -0.0228 0.0187 0.0014
Si -0.0196 -0.0291 -0.045
Si 0.0484 -0.0039 0.0069
Si 0.1257 -0.0152 -0.0298
Si -0.0642 0.008 -0.0259
Si -0.0337 -0.0061 0.0073
Si 0.0988 0.033 -0.0542
Si 0.0944 0.0249 0.0067
Si 0.0033 0.0087 -0.0078
Si -0.0379 -0.016 -0.0524
Si -0.0229 0.0103 0.0046
Si 0.0065 0.0325 -0.0263
Si -0.0428 -0.0082 -0.0529
Si -0.0186 0.0167 -0.0137
Si -0.0235 0.027 -0.0324
Si -0.0036 -0.0327 0.004
Si 0.0419 -0.0434 0.0138
Si 0.0033 0.0721 0.0018
Si -0.0712 -0.0105 0.0152
Si 0.048 -0.0513 -0.0061
Si 0.0102 0.054 0.0051
Si 0.0838 -0.0077 0.0182
Si 0.0722 -0.0716 0.0046
Si -0.0342 0.0115 0.0121
Si -0.0652 0.0251 -0.015
Si 0.0137 -0.0975 0.0048
Si 0.0219 0.0167 0.0082
Si -0.1537 -0.0222 -0.028
Si 0.0245 -0.038 0.02
Si -0.0328 0.0889 -0.0296
Si -0.0827 0.0238 -0.0023
Si 0.0339 -0.0439 0.0053
Si -0.1699 -0.0826 -0.5447
Si -0.0024 0.0487 0.6297
Si 0.0182 -0.1962 -0.3953
Si -0.1805 -0.2265 0.6288
Si -0.0606 -0.1251 0.572
Si -0.0861 -0.2477 -0.6291
Si 0.0554 0.0328 0.4745
Si 0.2493 0.0252 -0.6783
Si -0.0522 -0.0062 -0.0621
Si -0.0279 -0.0088 -0.0524
Si 0.0143 0.0707 0.0407
Si 0.0955 0.0666 -0.0525
Si -0.0512 -0.053 -0.0225
Si -0.0238 -0.0158 -0.062
Si 0.066 0.0377 -0.0618
Si 0.0958 -0.008 -0.0183
Si -0.0494 0.1281 0.0179
Si 0.0852 -0.0538 0.1599
Si -0.0731 -0.089 -0.0042
Si -0.0928 0.0211 0.052
Si 0.1352 0.0221 0.1593
Si -0.0123 0.0759 -0.0163
Si 0.0422 0.1325 0.0226
Si 0.0145 -0.1451 0.035
Si 0.4532 -0.5153 0.0309
Si -0.5041 0.433 0.2266
Si -0.5005 0.4031 -0.0158
Si 0.4621 -0.3613 0.2442
Si -0.4117 0.5195 -0.0792
Si 0.4818 -0.5103 -0.0187
Si 0.4609 -0.5543 0.2666
Si -0.5626 0.3959 0.0767
O 0.1073 -0.1338 -0.1609
O 0.0989 -0.0836 -0.0973
O -0.2624 0.1493 -0.3781
O -0.2519 0.1941 -0.4147
O -0.0776 0.0291 0.002
O -0.0778 0.1657 -0.1119
O 0.092 -0.128 -0.0181
O 0.2535 -0.1411 -0.3754
O 0.158 -0.2485 0.4921
O -0.1878 0.1881 0.2689
O 0.1292 -0.312 0.4343
O 0.175 -0.2295 0.5831
O -0.3594 0.1784 0.2929
O -0.1557 0.1465 0.5155
O -0.1766 0.2131 0.3674
O -0.021 -0.1618 -0.0925
Si 0.021 0.0335 0.0085
Si -0.0777 -0.0036 0.3586
Si -0.0705 0.1649 0.1679
Si 0.1305 -0.1203 0.273
Si -0.0479 -0.022 -0.473
Si 0.3629 -0.0578 -0.2832
Si -0.0649 0.022 0.0811
Si 0.0022 0.0296 0.023
Si -0.051 -0.0117 0.0548
Si 0.023 0.0089 -0.4356
Si 0.0371 -0.0251 0.1721
Si 0.0093 0.0391 0.1408
Si 0.1933 -0.0704 0.2918
Si 0.0243 0.1279 -0.0932
Si 0.1623 0.107 -0.0842
Si 0.2361 -0.0205 -0.0517
Si -0.06 -0.2094 0.1435
Si 0.1884 -0.0814 -0.3695
Si -0.053 0.0205 0.0338
Si 0.0837 0.0803 0.1583
Si -0.0573 0.0159 -0.3593
Si -0.1079 -0.1024 0.3478
Si -0.0899 -0.0033 0.029
Si -0.049 0.0191 0.0926
Si -0.0403 0.0389 0.2087
Si -0.2392 -0.0115 -0.1345
Si 0.0321 0.0222 0.1817
Si 0.03 0.0936 0.0779
Si -0.036 0.0181 -0.0664
Si -0.0747 -0.1555 -0.2437
Si -0.1683 0.0691 0.2112
Si 0.2115 0.1733 -0.0649
Si 0.0555 -0.1815 0.0418
Si -0.0202 -0.0245 -0.541
Si 0.0587 -0.0647 0.049
Si 0.0324 0.1454 0.1476
Si 0.0173 0.073 -0.3031
Si 0.0212 -0.082 0.2279
O -0.0301 0.0634 -0.0615
O 0.0028 0.0154 0.0701
O 0.0054 0.0142 0.0028
O 0.0254 -0.0133 -0.0317
O -0.0533 0.0004 0.0025
O 0.0331 -0.0132 -0.0314
O -0.002 0.0606 -0.0979
O 0.0235 0.0248 0.0677
O -0.0047 0.0928 -0.0272
O 0.0526 0.0281 -0.0942
O -0.2887 -0.058 0.2021
O -0.0432 0.0485 -0.094
O 0.0417 0.0392 -0.0229
O -0.0313 -0.0815 0.1089
O -0.0174 -0.0621 -0.0047
O 0.0451 -0.0532 -0.0666
O -0.0328 -0.0267 -0.0281
O -0.1145 0.0812 -0.2244
O -0.1626 0.0217 0.0821
O 0.0559 0.0361 0.0863
O -0.0262 -0.0335 0.0388
O -0.2264 -0.0452 0.1672
O -0.0014 0.0651 0.2013
O -0.0011 -0.0224 -0.138
O 0.2055 0.056 0.1481
O 0.0091 -0.0615 0.1082
O -0.0008 -0.0234 0.0598
O -0.0121 -0.0141 0.0939
O -0.0141 -0.064 -0.0381
O -0.0017 -0.0072 -0.0914
O -0.0338 -0.0355 -0.0821
O 0.0282 -0.0365 -0.0335
O -0.1467 0.0191 -0.2641
O -0.0286 0.0206 -0.1531
O 0.0025 0.0323 -0.0002
O -0.0415 0.0032 -0.174
O -0.0188 -0.0572 -0.0298
O -0.056 -0.0022 0.157
O 0.0714 0.0459 0.1584
O -0.0362 0.1238 -0.0584
O 0.0083 -0.0249 0.0076
O 0.008 -0.0691 -0.0219
O -0.0111 0.0803 0.1323
O -0.0165 -0.0001 0.0427
O -0.0682 -0.0376 -0.0684
O 0.0491 -0.0037 -0.0783
O 0.0267 -0.0054 0.0988
O 0.0191 0.0461 -0.0891
O -0.0045 -0.0699 -0.0795
O -0.023 -0.061 -0.1396
O 0.018 0.0467 0.0607
O 0.0017 -0.0455 0.0082
O 0.0588 -0.0061 -0.0188
O 0.0688 0.0909 -0.1314
O 0.048 -0.0104 -0.04
O 0.065 -0.024 0.1157
O 0.0636 -0.0534 -0.0317
O -0.091 0.002 0.1232
O 0.0065 -0.0224 0.0427
O 0.1405 0.0658 -0.3135
O 0.011 -0.0005 -0.0226
O 0.0311 -0.0067 -0.0174
O 0.0003 0.0041 -0.1136
O 0.0017 0.0231 -0.0524
O -0.0272 -0.0181 0.0085
O -0.0364 -0.0063 0.0904
O 0.0449 0.0021 -0.0086
O 0.1601 0.0366 -0.1601

The program warned: the cutoff lies below the one the program advises for these potential files; the exchange-correlation potential is rough where the density is thin.
